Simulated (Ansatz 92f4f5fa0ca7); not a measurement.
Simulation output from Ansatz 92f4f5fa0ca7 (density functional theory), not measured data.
Periodic cell of 218 atoms, Si134O84, from a study of silicon, its oxide and their interface. The atomic structure is a simulated model.
Doubt: the cutoff is far below the 930 eV that the study's wrapper takes by default for these files, so forces and energies are approximate.
This geometry differs little from another in the collection (a relaxation step or a small displacement).

Settings: functional PBE; potential files Ansatz PAW; basis plane waves; wave-function cutoff 580 eV; density cutoff ratio 5; exchange-correlation grid ratio 1; k mesh 1 x 1 x 1, Gamma-centred; self-consistency stop 5e-08 eV per atom in the density residual; occupations fixed; spin none; net charge 0.

Cell vectors (angstrom)
a 10.938 0 0
b 0 10.938 0
c 0 0 31.8855

Atoms: element, x, y, z (angstrom)
Si 0.5519 -0.5717 24.7112
Si 5.9315 -0.3875 24.419
Si 2.1114 3.4128 24.3246
Si 7.7372 3.2806 24.444
Si 0.3462 5.1535 24.5096
Si 6.0069 5.0669 24.3609
Si 2.3933 8.7205 24.6378
Si 7.8579 8.8687 24.4242
Si 1.3888 1.4692 25.6188
Si 6.8328 1.428 25.6795
Si 4.0895 4.1603 25.5613
Si 9.5493 4.1312 25.7468
Si 1.3833 6.8786 25.7622
Si 6.9109 6.9146 25.5875
Si 4.198 9.6419 25.7993
Si 9.5703 9.6245 25.9067
Si 2.7522 0.0881 27.0768
Si 8.1754 0.0934 27.1395
Si -0.0279 2.7134 27.0814
Si 5.3939 2.7445 27.0392
Si 2.7745 5.4852 27.0731
Si 8.2053 5.5396 27.08
Si -0.023 8.1673 27.1528
Si 5.4961 8.1636 27.0833
Si 4.1018 1.3673 28.4672
Si 9.5708 1.3673 28.4672
Si 1.3673 4.1018 28.4672
Si 6.8362 4.1018 28.4672
Si 4.1018 6.8362 28.4672
Si 9.5708 6.8362 28.4672
Si 1.3673 9.5708 28.4672
Si 6.8362 9.5708 28.4672
Si 0 0 29.8345
Si 5.469 0 29.8345
Si 2.7345 2.7345 29.8345
Si 8.2035 2.7345 29.8345
Si 0 5.469 29.8345
Si 5.469 5.469 29.8345
Si 2.7345 8.2035 29.8345
Si 8.2035 8.2035 29.8345
Si 1.3673 1.3673 31.2017
Si 6.8362 1.3673 31.2017
Si 4.1018 4.1018 31.2017
Si 9.5708 4.1018 31.2017
Si 1.3673 6.8362 31.2017
Si 6.8362 6.8362 31.2017
Si 4.1018 9.5708 31.2017
Si 9.5708 9.5708 31.2017
Si 2.7345 0 0.6835
Si 8.2035 0 0.6835
Si 0 2.7345 0.6835
Si 5.469 2.7345 0.6835
Si 2.7345 5.469 0.6835
Si 8.2035 5.469 0.6835
Si 0 8.2035 0.6835
Si 5.469 8.2035 0.6835
Si 4.1018 1.3673 2.0507
Si 9.5708 1.3673 2.0507
Si 1.3673 4.1018 2.0507
Si 6.8362 4.1018 2.0507
Si 4.1018 6.8362 2.0507
Si 9.5708 6.8362 2.0507
Si 1.3673 9.5708 2.0507
Si 6.8362 9.5708 2.0507
Si 0 0 3.418
Si 5.469 0 3.418
Si 2.7345 2.7345 3.418
Si 8.2035 2.7345 3.418
Si 0 5.469 3.418
Si 5.469 5.469 3.418
Si 2.7345 8.2035 3.418
Si 8.2035 8.2035 3.418
Si 1.3556 1.3395 4.7231
Si 6.8279 1.3431 4.9046
Si 4.1175 4.0797 4.7476
Si 9.5714 4.059 4.8306
Si 1.3764 6.834 4.8283
Si 6.8822 6.7854 4.6656
Si 4.1098 9.5712 4.8371
Si 9.566 9.572 4.7506
Si 2.6678 0.0273 6.1701
Si 8.2119 -0.1336 6.2565
Si -0.0454 2.5792 6.1531
Si 5.3994 2.7633 6.2561
Si 2.7373 5.3887 6.1385
Si 8.1572 5.4555 6.1193
Si -0.0227 8.2366 6.147
Si 5.5507 8.0899 6.0341
Si 3.4439 1.9238 7.3742
Si 10.0635 0.7277 7.4694
Si 1.6157 3.6853 7.3645
Si 6.3863 4.586 7.4446
Si 4.6304 6.2969 7.2449
Si 9.2184 7.1454 7.37
Si 0.8955 9.9976 7.4487
Si 7.2947 8.8972 7.4109
O 6.4526 9.2186 8.8105
O 0.7768 4.2355 8.7298
O 1.1829 9.6077 9.0474
O 6.885 4.3929 9.0312
O 9.9548 6.385 8.6772
O 3.7588 1.3701 8.8868
O 4.2666 6.9027 8.7387
O 9.8214 0.8995 9.1166
O 5.3062 0.0913 22.9396
O 8.1124 2.9727 22.8469
O -0.2563 5.6304 23.0206
O 5.7631 5.4918 22.7629
O 8.6499 8.8251 22.9185
O 2.2137 3.2052 22.6616
O 2.9222 8.464 23.0749
O 0.0919 -0.7211 23.1279
Si -2.2777 -1.2415 17.3854
Si 7.3464 3.6201 10.3896
Si 3.9046 0.8644 10.4059
Si 3.9738 -5.2181 12.4762
Si 5.6095 11.2598 21.3498
Si -1.3114 -0.9268 22.3301
Si -1.6134 6.8038 17.2219
Si 4.4582 14.1426 16.9815
Si -1.1596 -4.1112 14.2693
Si -8.6562 8.4416 21.5806
Si 6.4376 -1.0939 10.3074
Si -10.7898 0.5957 17.6571
Si 14.0401 6.8781 9.851
Si -5.8534 1.2519 14.8387
Si -6.6355 -3.795 19.4439
Si -0.2878 2.2537 20.0218
Si -5.2908 -2.8181 12.8268
Si 0.2625 -4.7137 21.5833
Si -0.0381 -7.8988 14.2886
Si 0.3234 5.6837 9.3719
Si 1.8488 3.8613 21.2033
Si -1.0791 4.885 11.9925
Si 13.1887 12.6063 15.6144
Si 0.5153 5.3366 16.0422
Si 0.4596 -1.7465 13.2671
Si 8.3964 -4.5902 19.9898
Si 19.6965 0.9051 10.3518
Si 3.4507 6.022 16.6922
Si 4.4318 13.6211 20.0614
Si 17.6367 19.8351 19.5979
Si 4.9338 2.9751 12.3129
Si 0.6261 10.4878 20.3367
Si 3.0768 7.8447 14.1984
Si 5.9479 5.0438 21.2013
Si 7.2237 -1.0104 14.6066
Si 1.8872 -1.4333 10.5135
Si 8.2464 12.7187 21.7483
Si -1.356 0.6445 13.3096
O 4.2481 -2.2134 13.4516
O 5.4593 8.1382 18.8428
O 5.4485 -8.6002 16.0108
O 8.8388 -4.1989 15.6327
O 5.9209 -0.119 14.9797
O 3.0549 8.3553 10.5337
O -0.197 3.8375 12.879
O -3.3938 -1.0911 18.5715
O 6.83 -2.4085 13.8636
O 0.318 6.2932 14.7322
O -0.8209 9.7984 20.7766
O 2.8089 -4.4456 13.3131
O 1.4721 2.4168 14.3841
O 1.9787 -1.0115 21.0047
O 0.5417 12.0394 20.8179
O 7.9393 10.4448 10.5314
O 4.5786 4.8176 16.6413
O 3.496 -5.2306 10.9151
O 0.803 7.7512 21.6806
O 6.858 12.2491 21.1014
O -7.5329 6.6293 18.1971
O 9.0916 2.2523 20.4459
O 5.9877 -1.1355 20.7448
O 0.7979 -1.8383 11.665
O -1.0013 6.2412 20.5414
O 5.0248 -5.027 20.1994
O 3.6029 7.3018 15.6656
O -3.4317 5.193 20.7257
O -0.0859 2.0393 18.415
O -1.2235 1.922 14.3121
O 10.9369 -0.2226 13.5769
O 5.3153 11.0007 10.5093
O 12.5745 6.6362 9.1762
O 8.6721 4.2616 11.0759
O 2.9241 2.6722 16.7213
O 9.5542 12.0881 11.7523
O -3.0337 -1.4565 15.9858
O -2.0997 0.4851 22.5349
O 7.7044 7.8068 20.2952
O 5.4097 6.5055 12.6798
O -7.4451 0.8484 14.9318
O 5.5011 1.9369 13.4204
O 1.7162 5.4887 21.2601
O 2.9282 14.2495 20.1341
O 2.6266 -0.03 10.8718
O 9.1661 5.931 13.0504
O 5.4127 -7.4222 21.0661
O -2.7258 -0.1477 13.6479
O 3.9067 2.1779 11.3503
O 7.6733 2.0722 10.0136
O 0.3518 3.6089 20.5988
O 2.0776 5.2317 16.3593
O 1.163 0.7328 16.3999
O 6.0865 8.6698 11.3664
O -0.21 3.927 15.653
O 4.4024 12.0501 20.5605
O -0.863 -2.6339 13.6535
O 3.3428 7.8297 20.5388
O -6.0326 2.87 18.5141
O -0.0111 5.5617 10.9612
O -11.1446 -4.9486 17.343
O -1.3654 -2.5738 17.6383
O 4.1195 -6.7397 13.0222
O 1.7384 8.7807 14.2092
O 9.6094 0.0643 17.2212
O 11.7076 -0.495 18.7108
O -2.6005 6.1381 18.3474
O 6.1437 3.655 11.4742

Results
free energy: -132958.185 eV
free energy less fixed offsets of O -568.88, Si -635.61 eV per atom: -0.525 eV

Forces (eV/angstrom), in the order of the atoms: element, x, y, z
Si 0.0359 0.0171 0.046
Si -0.0027 -0.0216 0.0105
Si -0.0157 0.022 0.0226
Si -0.0259 0.0084 0.0485
Si 0.0236 -0.0117 0.0131
Si 0.0228 -0.0185 0.0197
Si -0.0299 0.017 0.0217
Si -0.0194 0.0059 0.0087
Si -0.0085 -0.0171 -0.0173
Si 0.0061 0.0176 -0.0167
Si -0.0016 -0.003 -0.0164
Si -0.0023 0.001 -0.0094
Si -0.002 -0.0028 -0.0223
Si -0.0027 0.013 -0.0065
Si 0.0164 0.0085 -0.0177
Si 0.0121 -0.0013 0.0032
Si 0.0098 0.0219 0.0234
Si 0.0148 0.0001 0.0162
Si -0.0167 -0.0176 0.0054
Si -0.0113 -0.0115 0.0182
Si 0.0081 0.004 0.0243
Si 0.0071 0.0053 0.0143
Si -0.0393 -0.0278 0.0241
Si -0.0041 -0.0172 0.009
Si 0.012 0.2968 0.3002
Si 0.0848 0.24 0.4909
Si 0.059 -0.0387 -0.3639
Si -0.237 0.1643 -0.5635
Si 0.1862 -0.0591 0.1011
Si -0.1135 -0.2008 0.6292
Si 0.1128 0.2521 -0.294
Si -0.0146 0.016 -0.1058
Si -0.0258 0.014 0.0086
Si -0.0279 -0.0288 -0.0271
Si 0.0564 -0.0075 0.0159
Si 0.1366 -0.0023 -0.015
Si -0.0731 0.0062 -0.0116
Si -0.0298 -0.0022 0.0132
Si 0.1066 0.0466 -0.0368
Si 0.1029 0.0251 0.0126
Si 0.002 0.0169 -0.0118
Si -0.0389 -0.0137 -0.0514
Si -0.0266 0.0096 0.0008
Si 0.0051 0.028 -0.0234
Si -0.0378 -0.0104 -0.0532
Si -0.0194 0.0196 -0.017
Si -0.0166 0.0218 -0.0275
Si -0.0098 -0.0308 0.0005
Si 0.0305 -0.0359 0.0158
Si 0.0096 0.0643 0.0044
Si -0.0652 -0.0108 0.0162
Si 0.0427 -0.0373 -0.0064
Si 0.0133 0.0459 0.009
Si 0.0777 -0.0074 0.0206
Si 0.067 -0.0609 0.0056
Si -0.0305 0.0077 0.0136
Si -0.0518 0.0311 -0.0156
Si 0.0044 -0.0906 -0.0033
Si 0.0203 0.008 -0.0047
Si -0.1606 -0.0405 -0.0349
Si 0.0291 -0.0278 0.0082
Si -0.0325 0.0854 -0.0326
Si -0.0833 0.0066 -0.0092
Si 0.0348 -0.0398 -0.0032
Si -0.2013 -0.1186 -0.5433
Si 0.0352 0.0845 0.5305
Si 0.046 -0.1189 -0.3282
Si -0.2053 -0.245 0.5302
Si -0.0153 -0.0965 0.4524
Si -0.1204 -0.2731 -0.6543
Si 0.0446 0.0351 0.3806
Si 0.2784 0.0793 -0.627
Si 0.0019 0.0028 -0.0119
Si 0.0071 0.0043 -0.0056
Si 0.002 -0.0033 -0.0217
Si -0.0018 -0.0011 -0.0014
Si 0.0006 -0.0009 -0.011
Si 0.0057 0.008 -0.0135
Si -0.0039 0.0037 -0.0101
Si -0.0029 -0.0001 -0.0221
Si 0.0013 0.0149 0.0118
Si -0.0011 -0.0077 0.0113
Si 0.0096 -0.009 0.0187
Si -0.0154 -0.0056 0.0079
Si 0.0195 0.0034 0.0248
Si 0.0016 0.0076 0.0124
Si -0.0016 0.0115 0.0151
Si 0.0075 -0.0172 0.0262
Si 0.0034 -0.0065 0.0175
Si 0.0209 -0.0058 -0.0273
Si 0.0122 -0.0193 -0.0062
Si -0.0042 0.026 -0.0224
Si -0.0219 -0.0132 -0.0291
Si -0.0066 -0.0044 -0.0041
Si -0.0302 0.0038 -0.0119
Si 0.0001 0.0004 -0.012
O -0.001 0.0041 0.0256
O -0.0048 0.002 0.0085
O 0.0137 -0.0037 0.0234
O 0.0004 -0.0063 0.0288
O 0.0044 -0.0007 0.0003
O -0.0158 0.026 -0.0047
O 0.0052 -0.0017 0.0322
O -0.0078 -0.0005 0.0291
O 0.0002 0.0047 -0.0063
O 0.0008 -0.007 -0.05
O 0.0021 0.011 -0.0163
O -0.0014 -0.002 -0.0254
O 0.005 0.001 -0.0118
O 0.0003 0.0013 -0.0222
O 0.0036 -0.0049 -0.0203
O 0.0285 -0.0214 -0.0259
Si -0.0019 0 0.0082
Si 0.0041 0.006 -0.0164
Si 0.0033 -0.0016 -0.0286
Si 0.0017 0 -0.003
Si 0.0027 0.0025 0.0197
Si -0.0329 -0.0216 0.0018
Si 0.0019 0.0018 0.0022
Si 0.0033 -0.0023 0.0077
Si -0.0006 0.0009 0.0009
Si 0.0002 -0.0043 0.0168
Si -0.0029 -0.0018 -0.0165
Si 0.0018 0.0002 0.0029
Si 0.0035 0.0062 -0.0253
Si 0.0026 -0.0012 0.005
Si 0.0009 -0.001 0.0048
Si -0.0038 -0.0008 0.0039
Si -0.0014 -0.0022 0
Si -0.0014 0.0017 0.0165
Si 0.0027 0.0002 0.0003
Si -0.0065 -0.008 -0.017
Si 0.0072 -0.0022 0.0185
Si 0.0025 0.0005 -0.0108
Si -0.0021 0.0016 0.0062
Si 0.0049 -0.002 0.0019
Si 0.0008 0.0022 0.0009
Si 0.0081 0.0063 0.006
Si 0.0061 -0.0095 -0.0156
Si 0.001 0.0039 0.0041
Si 0.0012 -0.0027 0.0042
Si 0.0046 -0.0006 0.0077
Si 0.0023 0.0039 -0.0024
Si -0.0062 -0.0052 0.0056
Si 0.0006 0.004 0.007
Si -0.0032 0.0061 0.0221
Si 0.001 0.0033 0.0037
Si -0.0011 -0.0068 -0.0198
Si -0.0111 0.0123 0.012
Si 0.0001 0.0022 0.0045
O 0.0013 -0.0017 -0.0002
O -0.0033 -0.0072 0.004
O -0.0002 0.0024 0.0015
O -0.0016 0.0001 0.0019
O 0.0001 0.0016 0
O -0.0001 -0.001 0.0038
O 0.0008 -0.0049 0.0065
O 0.0056 -0.0013 -0.002
O 0.0031 -0.0003 0.0019
O 0.0018 -0.0021 0.004
O 0.0118 0.0046 -0.0099
O 0.0008 0.0001 -0.0016
O -0.0011 -0.0007 -0.0001
O -0.0029 0.0024 0.0015
O -0.0033 -0.003 0.0022
O -0.007 0.0009 0.0001
O 0.0009 -0.0013 0.0015
O -0.0014 0.0022 0.0138
O 0.0032 -0.007 0.0026
O 0.007 -0.0125 0.0013
O 0.0001 -0.0017 -0.0004
O 0.0066 0.0024 -0.0019
O 0.0026 -0.005 -0.0017
O 0.0013 0.0023 0.0037
O -0.0095 -0.0022 -0.0021
O -0.0002 0.0015 0.0045
O -0.0001 -0.0001 0.0019
O 0.0018 0.0019 0.0009
O 0.0004 0.0015 0.0058
O 0 0.0006 0.0017
O 0.0023 -0.0014 -0.0009
O 0.0002 -0.0028 0.0035
O 0.0083 0.0033 0.0028
O 0.0082 0.0042 0.0089
O -0.0002 0.0004 0.0012
O 0.0007 0.0001 0.008
O 0.0007 0.0012 -0.0016
O 0.0141 0.0305 0.0226
O -0.0004 -0.0036 -0.0035
O -0.0012 0.007 -0.002
O -0.0003 -0.0004 -0.0012
O 0.0008 -0.0022 0.0042
O 0.0009 -0.0026 0.0013
O 0.0022 0.0009 0.0043
O 0.0001 0.0037 0.0058
O -0.0008 0.0016 0.0034
O 0.0005 0.0002 -0.0025
O -0.0011 -0.0005 0.0033
O 0.0008 -0.0063 -0.002
O -0.0027 0.0049 -0.0009
O 0.0002 -0.0006 0.0024
O -0.0044 0.0005 0.0003
O 0.0011 0.0004 -0.0007
O -0.0011 0.0084 0.0006
O 0.0005 0.0032 0.0027
O -0.0028 0.0038 -0.0006
O -0.0001 -0.0011 -0.0007
O 0.0077 -0.0027 -0.0013
O -0.0022 0.0018 -0.0046
O -0.0036 -0.0014 0.0187
O 0.0016 -0.0006 0.003
O -0.0023 0.0005 0.0002
O -0.0008 0.0007 0.0006
O 0.0002 -0.0007 -0.0003
O -0.002 -0.0007 0.0015
O 0.0015 0.0018 -0.001
O 0 0.0003 -0.0006
O -0.0095 -0.0063 0.0131

The program warned: the cutoff lies below the one the program advises for these potential files; the exchange-correlation potential is rough where the density is thin.
